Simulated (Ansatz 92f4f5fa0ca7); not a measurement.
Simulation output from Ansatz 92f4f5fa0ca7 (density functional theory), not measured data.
Periodic cell of 252 atoms, Si132O88H32, with a vacuum gap, from a study of silicon, its oxide and their interface. The atomic structure is a simulated model.

Settings
functional: r2SCAN
potential files: Ansatz PAW
basis: plane waves
wave-function cutoff: 800 eV
density cutoff ratio: 5
exchange-correlation grid ratio: 1
k mesh: 1 x 1 x 1, shifted by 0.5 0.5 0 of a step
self-consistency stop: 1e-11 eV per atom in the density residual
occupations: fixed
spin: none
net charge: 0
applied field: sawtooth along c, amplitude -0.015 V/angstrom in the program's sign convention, ramp centred at 0.9888 of c and 0.0224 of c wide, no dipole correction

Cell vectors (angstrom)
a	10.88	0	0
b	0	10.88	0
c	0	0	44.6401

Atoms: element, x, y, z (angstrom)
Si	0.4157	-0.0245	30.9734
Si	2.4018	2.8951	31.0764
Si	0.2923	5.1889	30.9255
Si	2.2948	9.2386	30.6781
Si	5.8152	-0.1176	31.0368
Si	7.9035	2.7119	30.9726
Si	5.8166	5.0875	30.9735
Si	7.9866	8.4737	30.9381
Si	1.3348	1.4353	32.5263
Si	4.1185	4.0483	32.235
Si	1.3258	6.7597	32.2862
Si	4.0703	9.7049	32.1936
Si	6.8453	1.3441	32.4915
Si	9.5161	4.019	32.1377
Si	6.858	6.8111	32.2243
Si	9.6186	9.6272	32.1948
Si	-0.0971	2.778	33.7139
Si	2.8038	0.0841	33.7303
Si	0.0004	8.1782	33.6105
Si	2.7974	5.4753	33.6017
Si	5.4056	2.7163	33.7057
Si	8.2731	-0.0035	33.7059
Si	5.3805	8.1588	33.52
Si	8.2299	5.4503	33.5709
Si	1.3703	4.1299	34.9614
Si	4.106	1.3972	35.1188
Si	1.397	9.5253	34.9744
Si	4.1077	6.8224	34.9844
Si	6.8313	4.1102	34.9602
Si	9.5214	1.3826	35.0943
Si	6.7958	9.4922	34.9241
Si	9.5432	6.8064	34.9829
Si	0.0353	-0.0025	36.3587
Si	2.695	2.7628	36.3755
Si	0.029	5.4634	36.3504
Si	2.7294	8.1523	36.3526
Si	5.4795	-0.0269	36.3604
Si	8.1333	2.7358	36.3868
Si	5.4644	5.4563	36.3303
Si	8.1477	8.1477	36.3218
Si	1.3649	1.3613	37.7154
Si	4.0964	4.0959	37.7035
Si	1.3841	6.7889	37.7275
Si	4.0949	9.5073	37.711
Si	6.802	1.3409	37.7349
Si	9.5339	4.0939	37.7024
Si	6.7975	6.8053	37.6996
Si	9.5275	9.5094	37.6868
Si	-0.0001	2.7093	6.925
Si	2.7149	-0.0132	6.9152
Si	-0.0016	8.1402	6.9194
Si	2.7505	5.429	6.9553
Si	5.4197	2.6946	6.9332
Si	8.1659	-0.0284	6.9387
Si	5.4484	8.1507	6.9477
Si	8.1385	5.4349	6.9054
Si	1.3879	4.0344	8.2857
Si	4.058	1.3242	8.284
Si	1.3762	9.4861	8.2744
Si	4.1109	6.7846	8.32
Si	6.794	4.06	8.2697
Si	9.5122	1.3513	8.2729
Si	6.807	9.497	8.3258
Si	9.4699	6.8029	8.2535
Si	-0.0355	-0.0555	9.5869
Si	2.7305	2.6564	9.6815
Si	-0.0492	5.409	9.524
Si	2.755	8.1504	9.6697
Si	5.4015	-0.0303	9.6506
Si	8.1404	2.6996	9.6315
Si	5.4724	5.4098	9.672
Si	8.1433	8.1165	9.711
Si	1.3419	1.2103	10.9529
Si	4.0973	4.0643	11.0158
Si	1.2449	6.7927	10.8499
Si	4.1587	9.4557	11.0978
Si	6.7311	1.366	10.9717
Si	9.5338	4.0702	10.9397
Si	6.844	6.7056	11.1113
Si	9.4901	9.5411	11.0255
Si	-0.0309	2.6227	12.2044
Si	2.6893	-0.1147	12.3838
Si	0.0025	8.147	12.3065
Si	2.5338	5.4104	12.1621
Si	5.523	2.7727	12.4376
Si	8.1011	0.0687	12.3344
Si	5.4618	7.9984	12.5229
Si	8.3131	5.3928	12.4638
Si	1.4919	3.774	13.4623
Si	3.8206	1.5872	13.4974
Si	1.5984	9.0939	13.7308
Si	3.7438	6.7942	13.516
Si	7.1688	3.8768	13.826
Si	9.2676	1.6067	13.5652
Si	6.9433	8.7761	14.2527
Si	9.5372	6.9512	13.797
Si	2.8681	12.1516	16.0954
Si	5.9868	12.2195	22.5088
Si	6.6027	9.5357	17.2675
Si	11.7239	6.2088	18.5599
Si	4.1467	3.4855	17.2908
Si	0.744	-5.3779	15.7699
Si	3.5954	10.9104	21.2265
Si	7.2484	8.7228	25.0556
Si	3.2534	6.054	17.3083
Si	9.8741	-2.6682	19.7185
Si	16.073	5.0622	15.7691
Si	2.6477	8.0905	22.3952
Si	-0.0967	20.7174	27.259
Si	4.5717	8.176	26.3055
Si	15.3912	0.6817	18.2763
Si	8.0512	11.4323	20.5673
Si	11.0342	10.9498	15.6461
Si	-8.1068	-0.8593	27.728
Si	1.9761	2.4524	22.3393
Si	9.9199	17.8096	22.4414
Si	17.867	8.4753	19.9074
Si	-6.3127	6.3386	23.868
Si	5.2043	14.3866	27.0287
Si	-2.8115	11.5873	24.7674
Si	5.5415	17.0221	28.1213
Si	9.9664	7.269	28.7846
Si	4.1061	12.3302	28.9548
Si	-3.9231	7.2164	22.5368
Si	0.2962	19.8452	24.157
Si	8.1764	3.1219	26.7866
Si	4.2417	3.2885	24.0348
Si	9.3238	10.6624	18.2066
Si	1.2531	5.3995	21.4291
Si	-1.33	12.1878	28.7195
Si	-0.5701	11.6294	22.8186
Si	8.2287	6.1249	26.6951
O	-0.0761	0.9803	29.7147
O	1.931	-3.1833	31.0628
O	4.9825	7.6054	27.7623
O	-1.2954	10.8859	27.6922
O	1.3854	4.0381	30.433
O	-0.1488	6.1423	29.6575
O	2.8134	9.2236	29.1336
O	-3.0602	18.1911	25.6555
O	2.8817	1.7895	29.9549
O	5.3409	0.8167	29.7761
O	6.8565	3.8974	30.4741
O	8.3309	1.6464	29.7688
O	5.1877	5.7927	29.6451
O	8.6747	7.818	29.6023
O	6.8475	9.5877	30.4905
O	2.7574	2.8047	13.7735
O	4.7797	6.3521	16.7798
O	6.3425	-1.9143	15.7689
O	-1.0336	0.6572	14.751
O	2.3229	6.9017	18.3143
O	-2.6878	9.85	17.3804
O	2.7577	7.9893	14.1567
O	4.5109	5.6288	14.401
O	4.2389	10.9473	19.738
O	6.6742	4.6054	15.2417
O	14.3301	4.666	18.1666
O	15.6932	0.2509	22.2651
O	8.305	7.8682	14.4093
O	11.6055	9.5283	15.08
O	9.3155	11.4356	21.5701
O	4.7876	13.1843	18.2304
O	6.173	19.4216	18.5018
O	0.7931	5.3086	19.8841
O	4.0624	11.874	15.0186
O	0.7607	15.0444	14.8738
O	8.5925	11.8466	19.0735
O	13.7676	2.8137	16.5371
O	1.7596	19.2603	23.736
O	3.1837	0.3576	17.3909
O	3.9225	4.8644	23.8127
O	6.1025	-4.7323	23.3965
O	2.3134	5.9639	15.9442
O	2.09	17.6758	21.5658
O	0.4652	12.8388	22.5877
O	2.6143	1.3255	21.3475
O	1.9615	3.9754	21.7543
O	5.7861	0.0153	17.5519
O	8.2538	2.7145	14.2513
O	10.5074	0.1217	17.1714
O	7.3162	-0.6625	13.6032
O	10.5563	6.4905	15.022
O	12.2917	11.9275	15.4966
O	7.3464	9.966	20.4534
O	6.2892	7.6479	21.1122
O	-1.2731	17.4266	27.3923
O	2.8789	9.4684	21.5384
O	11.2063	16.1685	17.32
O	14.9428	-3.3632	22.8906
O	8.3831	6.5038	22.2891
O	6.734	14.1499	27.5009
O	10.8372	16.4756	22.3958
O	8.36	7.7021	19.5659
O	-0.8705	-1.1095	19.3724
O	-6.0926	13.8849	25.5413
O	-0.7621	7.7867	23.7973
O	-0.0788	8.588	28.3134
O	-5.0877	19.9161	25.6937
O	11.0461	21.1213	23.173
O	-3.0356	1.8824	25.8209
O	10.7358	-3.4279	18.6233
O	-1.4081	12.0106	24.1261
O	-9.5776	-0.2697	27.463
O	-3.746	6.0896	27.8808
O	8.1198	10.0624	25.3467
O	6.9056	1.5381	21.1734
O	2.8541	2.5014	23.7147
O	-0.0215	20.2097	25.7095
O	3.7557	11.2797	27.7934
O	7.1481	8.5462	23.4472
O	10.3657	7.9194	21.2253
O	6.8838	11.6073	23.6879
O	4.367	13.7095	28.2062
O	3.2487	9.0724	26.51
O	4.3024	6.9256	25.3376
O	8.4382	4.6013	26.1108
O	5.3547	13.6413	22.9696
O	4.8692	15.9554	27.1147
O	-1.458	13.5203	27.7462
H	2.1793	0.5321	38.6478
H	0.538	2.1779	38.6478
H	3.2707	4.9138	38.636
H	4.8944	3.251	38.636
H	2.2078	5.969	38.6599
H	0.5521	7.6003	38.6599
H	4.9157	8.6846	38.6434
H	3.267	10.3229	38.6434
H	7.6222	0.5175	38.6673
H	5.9717	2.1541	38.6673
H	8.6959	4.8992	38.6348
H	10.344	3.2606	38.6348
H	7.6103	5.9747	38.6321
H	5.9745	7.626	38.6321
H	10.3438	8.6821	38.6193
H	8.6998	10.3253	38.6193
H	0.8268	1.8927	5.9926
H	-0.8102	3.5426	5.9926
H	3.5428	-0.8288	5.9827
H	1.9005	0.816	5.9827
H	-0.8178	8.9675	5.987
H	0.8305	7.3288	5.987
H	1.9267	6.2488	6.0229
H	3.5762	4.6111	6.0229
H	4.6218	3.5396	6.0008
H	6.25	1.8815	6.0008
H	8.9935	-0.8443	6.0063
H	7.3457	0.795	6.0063
H	4.6275	8.9734	6.0153
H	6.2713	7.33	6.0153
H	8.9765	4.6296	5.973
H	7.3256	6.2656	5.973

Results
free energy: -135120.568 eV
free energy less fixed offsets of H -15.71, O -570.45, Si -639.56 eV per atom: 3.672 eV

Forces (eV/angstrom), in the order of the atoms: element, x, y, z
Si	0.0022	0.0151	-0.0041
Si	0.0059	-0.0085	-0.0011
Si	-0.0069	0.0029	-0.0013
Si	0.0143	-0.0041	-0.0169
Si	-0.0036	-0.0002	-0.0087
Si	-0.004	-0.0131	-0.0004
Si	-0.0101	0.0096	-0.0078
Si	0.0046	-0.0041	-0.0009
Si	0.0086	0.0006	-0.0172
Si	0.0037	-0.0031	-0.0164
Si	-0.0011	-0.0009	-0.0077
Si	0.0043	-0.0015	-0.0039
Si	-0.001	0.0005	-0.0102
Si	0	0.0036	-0.02
Si	-0.0011	0.0008	-0.0169
Si	-0.0021	-0.0045	-0.0079
Si	-0.0072	-0.0153	0.0128
Si	0.0034	0.001	0.0012
Si	-0.0108	0.003	0.0114
Si	-0.0008	-0.0009	0.0142
Si	-0.0031	-0.0035	0.0101
Si	0.0029	0.0114	0.0119
Si	-0.0038	0.0028	0.0077
Si	0.0031	0.0027	0.0036
Si	0.0173	-0.0006	0.0254
Si	0.0046	0.0054	0.007
Si	0.0106	0.0095	0.0202
Si	0.0092	0.014	0.017
Si	0.003	-0.0134	0.0178
Si	-0.0044	0.0003	0.0104
Si	-0.0034	-0.0021	0.0237
Si	-0.0084	-0.0047	0.0101
Si	-0.0001	-0.0259	0.1812
Si	0.0184	-0.0123	0.1857
Si	-0.046	0.0242	0.188
Si	0.0038	0.0048	0.1755
Si	-0.0034	-0.0064	0.1815
Si	-0.0073	0.023	0.1854
Si	-0.0024	-0.0166	0.1694
Si	0.0204	0.0045	0.1686
Si	0.0225	0.0422	0.4384
Si	-0.0677	0.0743	0.2451
Si	-0.031	0.1163	0.2831
Si	-0.0049	-0.0049	0.2615
Si	0.0258	0.0471	0.3538
Si	-0.0792	-0.0102	0.2701
Si	0.0923	-0.0316	0.3378
Si	-0.0258	-0.0386	0.1705
Si	0.1158	-0.0385	-0.3482
Si	-0.094	-0.0261	-0.373
Si	0.0573	-0.0565	-0.3167
Si	0.0248	-0.0933	-0.2519
Si	0.1071	-0.0074	-0.279
Si	-0.0872	0.0163	-0.2623
Si	0.0317	0.0107	-0.2367
Si	-0.0937	0.0182	-0.4067
Si	-0.006	0.0139	-0.1706
Si	0.0264	-0.0165	-0.1914
Si	0.024	-0.0214	-0.1833
Si	0.0053	-0.0115	-0.1667
Si	-0.0187	0.0081	-0.1817
Si	-0.0003	0.0049	-0.1827
Si	-0.0101	0.0058	-0.171
Si	0.0074	0.0053	-0.1887
Si	-0.0077	-0.0121	-0.0148
Si	-0.0087	0.0104	-0.0167
Si	-0.0003	-0.0089	-0.0038
Si	-0.0177	-0.006	-0.0172
Si	-0.0045	-0.0058	-0.0183
Si	0.0053	0.0046	-0.0265
Si	0.0039	0.0001	-0.0127
Si	-0.0007	-0.0055	-0.0273
Si	0.0034	-0.0017	-0.0129
Si	0.0028	0.0007	-0.008
Si	-0.0019	-0.0067	-0.0044
Si	-0.0035	0.002	0.0011
Si	-0.0019	-0.0018	-0.0097
Si	0.0043	0.0107	-0.0086
Si	-0.0032	-0.0066	-0.002
Si	0.0137	-0.0036	-0.0074
Si	-0.0011	-0.0003	0.019
Si	0.0014	-0.0005	0.016
Si	-0.0003	-0.0021	0.0171
Si	-0.0056	-0.0001	0.0087
Si	-0.0033	-0.0012	0.0124
Si	0.0083	0.0111	-0.0066
Si	-0.007	-0.002	0.0096
Si	0.0017	-0.0028	0.0176
Si	0.0068	0.004	-0.0268
Si	0.0056	0.0054	-0.0194
Si	0.0007	0.0007	-0.0343
Si	0.0023	0.0029	-0.0173
Si	-0.0042	0.0026	-0.0352
Si	0.0061	0.0007	-0.0364
Si	0.0031	-0.0069	-0.0317
Si	-0.003	0.0007	-0.0255
Si	-0.0029	0.0042	-0.0343
Si	0.0002	-0.0049	-0.0341
Si	-0.0028	-0.0044	-0.0453
Si	0.0141	-0.0015	-0.0538
Si	-0.0067	0.0025	-0.0175
Si	-0.0007	-0.0033	-0.0393
Si	0.009	0.0006	-0.0428
Si	0.0009	-0.0001	-0.009
Si	0.0009	0.0023	-0.0319
Si	0.0044	0.0035	-0.0435
Si	0.0077	0.0061	-0.0412
Si	-0.0031	-0.0005	-0.0385
Si	0.001	-0.0069	-0.0314
Si	0.0055	-0.0066	-0.0312
Si	-0.0047	0.0155	-0.0466
Si	-0.0022	-0.0078	-0.0404
Si	0.0081	-0.0019	-0.0402
Si	0.002	0.0001	-0.0309
Si	0.0016	-0.0005	-0.0227
Si	0.0065	0.0019	-0.0293
Si	0.0009	0.0057	-0.0459
Si	0.0023	0.0025	-0.0315
Si	0.0036	-0.0012	-0.0333
Si	-0.0046	-0.003	-0.028
Si	0.0013	0.0025	-0.0317
Si	-0.0009	0.0024	-0.0264
Si	0.0043	0.0072	-0.0229
Si	0	0.0026	-0.0329
Si	0.0025	-0.006	-0.0349
Si	-0.0072	-0.0025	-0.0285
Si	-0.0032	-0.0031	-0.0314
Si	0.0087	-0.0011	-0.0506
Si	-0.0042	0.0029	-0.0407
Si	-0.002	0.0012	-0.0343
Si	-0.0066	-0.0011	-0.0318
Si	-0.0033	0.0041	-0.0302
O	0.0023	-0.0059	0.0238
O	0.0022	-0.0026	0.0024
O	0.0009	-0.0041	0.0149
O	-0.0015	0.0069	0.0166
O	-0.0012	0.001	0.0094
O	0.007	-0.0121	0.0192
O	-0.006	-0.0049	0.0271
O	0.0032	-0.0081	0.0141
O	-0.0102	0.0052	0.0076
O	0.0048	-0.0038	0.017
O	0.0101	0.0052	0.01
O	-0.0037	0.0088	0.0125
O	0.0021	-0.0082	0.0255
O	-0.0074	0.0036	0.0195
O	0.0033	0.0012	-0.0014
O	0	-0.0092	0.008
O	-0.006	0.0032	0.0143
O	-0.0014	0.0052	0.0309
O	0.0019	-0.0056	0.0204
O	-0.0116	0.0029	0.0222
O	0.0067	0.003	0.0166
O	-0.0065	-0.0042	0.0083
O	0.007	-0.0094	0.0251
O	-0.0077	-0.0065	0.04
O	-0.0053	-0.0007	0.0157
O	-0.0058	-0.0042	0.019
O	0.004	0.0027	0.0129
O	-0.0048	0.0092	0.0145
O	-0.005	0.0051	0.0153
O	0.0114	0.0009	0.023
O	0.0028	-0.0187	0.0184
O	-0.0004	-0.0089	0.0287
O	0.0018	-0.0082	0.0354
O	-0.0043	-0.0016	0.0204
O	-0.0046	0.0036	0.0171
O	-0.0069	0.0065	0.0244
O	0.0025	-0.0025	0.0103
O	-0.0046	0.0027	0.0175
O	0.0086	-0.005	0.0265
O	0.0009	-0.001	0.0099
O	-0.0046	-0.0027	0.011
O	0.0048	-0.0001	0.0206
O	0.0049	0.0082	0.0132
O	-0.0041	0.0005	0.0066
O	-0.006	0.0071	0.0143
O	0.0037	-0.009	0.0132
O	-0.003	0.0035	0.0159
O	0.0039	0.0004	0.0122
O	-0.0111	-0.0047	0.0314
O	-0.0067	-0.0053	0.0054
O	0.0099	-0.0065	0.0162
O	0.0009	0.0027	0.0122
O	0.0019	0.0053	0.0216
O	-0.0018	-0.0093	0.0281
O	0.0063	0.0034	0.0217
O	-0.0036	-0.0091	0.0117
O	-0.0004	0.0052	0.0298
O	0.0057	-0.0054	0.0069
O	-0.0029	-0.0031	0.0124
O	0.0004	0.0001	0.0111
O	-0.0043	-0.0009	0.0065
O	-0.0037	-0.0019	0.0118
O	0.0009	-0.0063	0.017
O	0.0043	-0.0002	0.0221
O	0.0022	0.0078	0.0211
O	-0.0003	-0.0047	0.0174
O	-0.0046	0.0002	0.0113
O	0.0019	-0.0038	0.0093
O	0.0011	0.0089	0.0196
O	-0.0077	0.0093	0.0189
O	-0.0053	-0.0005	0.0163
O	0.0024	-0.002	0.0095
O	-0.0002	-0.0019	0.0135
O	0.0029	-0.002	0.0109
O	-0.0071	0.0049	0.019
O	0.0056	0.0013	0.017
O	-0.0021	0.0054	0.0326
O	0.0001	-0.0011	0.0104
O	0.0009	0.006	0.026
O	0.0012	-0.0078	0.0287
O	0.0063	-0.0044	0.0175
O	-0.0043	-0.0088	0.0191
O	-0.005	0.0051	0.0117
O	-0.0001	0.0059	0.0196
O	0.0015	-0.0012	0.0047
O	-0.0026	0.0075	0.0083
O	0.0004	0.0036	0.0189
O	0.0071	-0.0057	0.0185
H	-0.2113	0.359	-0.2542
H	0.2584	-0.3528	-0.2391
H	0.4145	-0.2601	-0.2364
H	-0.2374	0.3001	-0.3033
H	-0.329	0.3112	-0.2726
H	0.3183	-0.2457	-0.2437
H	-0.355	0.3094	-0.2456
H	0.3033	-0.2484	-0.2798
H	-0.2414	0.3703	-0.2414
H	0.2181	-0.3574	-0.2454
H	0.3657	-0.2242	-0.2484
H	-0.2697	0.3212	-0.276
H	-0.2758	0.3047	-0.2543
H	0.3373	-0.3119	-0.2708
H	-0.31	0.2481	-0.2837
H	0.3162	-0.2905	-0.2819
H	-0.3599	0.2599	0.2491
H	0.2911	-0.2613	0.3053
H	-0.3017	0.283	0.2592
H	0.284	-0.3214	0.2611
H	0.371	-0.2574	0.2613
H	-0.3665	0.2059	0.2507
H	0.2748	-0.2655	0.3102
H	-0.3092	0.3566	0.2522
H	0.258	-0.3881	0.2571
H	-0.2859	0.2636	0.2653
H	-0.3276	0.2938	0.288
H	0.2242	-0.3267	0.2704
H	0.2798	-0.2866	0.3027
H	-0.3153	0.3324	0.2837
H	-0.2762	0.279	0.278
H	0.2638	-0.4116	0.2198

The program warned: the cutoff lies below the one the program advises for these potential files; the forces do not sum to zero within the program's tolerance; empty levels may hold ghost states of the PAW files; the exchange-correlation potential is rough where the density is thin.
